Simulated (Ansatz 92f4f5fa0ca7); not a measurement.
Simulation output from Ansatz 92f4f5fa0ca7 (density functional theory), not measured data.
Periodic cell of 253 atoms, Si144O109, from a study of silicon, its oxide and their interface. The atomic structure is a simulated model.

Settings
functional: r2SCAN
potential files: Ansatz PAW
basis: plane waves
wave-function cutoff: 800 eV
density cutoff ratio: 5
exchange-correlation grid ratio: 1
k mesh: 1 x 1 x 1, shifted by 0.5 0.5 0 of a step
self-consistency stop: 1e-10 eV per atom in the density residual
occupations: fixed
spin: none
net charge: 0

Cell vectors (angstrom)
a, 10.88, 0, 0
b, 0, 10.88, 0
c, 0.7324, 3.132, 36.4798

Atoms: element, x, y, z (angstrom)
Si, 6.8763, 2.7359, -2.0685
Si, -0.0826, 3.7344, 22.8067
Si, 3.7402, -0.343, 0.3234
Si, 1.1353, 0.3273, -9.0368
Si, 4.645, 5.6059, -5.009
Si, -0.4975, 3.6596, -4.0873
Si, -0.9182, 10.0409, -2.0274
Si, 4.2721, 1.1912, -2.3639
Si, 4.4754, 5.9528, 0.0169
Si, 6.1489, 7.6668, 0.2531
Si, 8.6699, 10.6853, 20.4899
Si, 7.2851, 3.0971, 0.1886
Si, -1.9933, 4.8988, 0.0364
Si, 2.0679, 8.8146, 0.1526
Si, 10.1253, 11.25, 0.0347
Si, 0.875, 2.2182, 0.0763
Si, 2.813, 6.9204, 1.368
Si, 5.3734, 9.4483, 1.563
Si, 2.6068, 1.3459, 1.4621
Si, 5.4603, 4.1504, 1.2785
Si, 8.0408, 6.7061, 1.3264
Si, 11.0742, 9.5964, 1.3945
Si, 8.3062, 12.2025, 1.3197
Si, -0.1322, 4.007, 1.2606
Si, 1.3165, 5.4624, 2.5293
Si, 4.0405, 8.1478, 2.9519
Si, 1.3775, 0.0058, 2.9351
Si, 4.0756, 2.766, 2.6165
Si, 6.7517, 5.4204, 2.813
Si, 9.5511, 8.1346, 2.5484
Si, 6.8639, 10.8759, 2.6582
Si, 9.5191, 2.7006, 2.7992
Si, 2.6959, 4.1255, 3.958
Si, 5.4417, 6.7801, 4.1852
Si, 2.7115, -1.3593, 4.2681
Si, 5.4574, 1.382, 4.0024
Si, 8.1338, 4.0553, 4.1374
Si, -0.0113, 6.7865, 3.9905
Si, 8.2193, 9.4979, 3.9839
Si, -0.011, 12.2653, 4.1763
Si, 4.0256, 5.4158, 5.4307
Si, 6.8512, 8.1891, 5.4032
Si, 4.1391, 0.0435, 5.4764
Si, 6.767, 2.6954, 5.4729
Si, -1.3502, 5.4484, 5.4301
Si, 1.3054, 8.1103, 5.4902
Si, -1.3799, 10.8506, 5.4316
Si, 1.3945, 2.7744, 5.4069
Si, 2.7075, 6.7541, 6.8316
Si, 5.5107, 9.5235, 6.8002
Si, 2.7231, 1.4103, 6.7853
Si, 5.375, 4.0763, 6.7998
Si, 8.1623, 6.8369, 6.7819
Si, -0.0449, 9.5158, 6.8196
Si, 8.1549, 1.3145, 6.8051
Si, 0.036, 4.0875, 6.79
Si, 1.3638, 5.4049, 8.2127
Si, 4.1243, 8.1391, 8.1256
Si, 1.3438, 0.0299, 8.1267
Si, 4.0224, 2.7535, 8.1905
Si, 6.759, 5.4783, 8.104
Si, 9.4793, 8.1826, 8.1891
Si, 6.8387, 10.8542, 8.2096
Si, 9.5653, 2.6789, 8.1243
Si, 2.6721, 4.0446, 9.6519
Si, 5.4442, 6.8005, 9.5781
Si, 2.7348, 9.5238, 9.4029
Si, 5.4241, 1.3735, 9.4365
Si, 8.1688, 4.0958, 9.353
Si, -0.029, 6.7995, 9.4663
Si, 8.1911, 9.5315, 9.6455
Si, 0.0223, 1.3514, 9.5965
Si, 4.0615, 5.4345, 10.9573
Si, 6.8182, 8.1517, 10.9843
Si, 4.0622, 10.9011, 10.753
Si, 6.8105, 2.7666, 10.6799
Si, -1.3864, 5.4022, 10.7535
Si, 1.3609, 8.173, 10.7306
Si, 9.5807, 10.8907, 11.0384
Si, 1.3209, 2.6758, 11.0858
Si, 2.5931, 6.8156, 12.1891
Si, 5.3769, 9.5941, 12.176
Si, 2.8004, 1.2404, 12.3321
Si, 5.5116, 4.0251, 12.1693
Si, -2.6447, 6.7123, 12.2371
Si, 0.1669, 9.4532, 12.298
Si, 8.0884, 1.5003, 12.1584
Si, -0.1673, 4.1167, 12.3023
Si, 0.8782, 5.8455, 13.538
Si, 3.6712, 8.5121, 13.377
Si, 1.9537, -0.5728, 13.6563
Si, 4.3301, 8.0445, 17.8945
Si, 7.1121, 5.0894, 13.5254
Si, -0.7593, 7.5661, 13.3651
Si, 6.3524, 11.3882, 13.3601
Si, -2.0269, 3.2488, 13.5606
Si, 4.9326, 3.3324, -6.8815
Si, 2.6306, 1.3237, -6.5439
Si, -0.9549, 8.0891, 15.571
Si, -0.561, 1.6169, 20.4587
Si, 1.4324, 9.0279, 17.4096
Si, 3.3324, 5.747, -2.1231
Si, 5.8786, 10.5368, -10.3998
Si, 4.5525, 1.9803, 18.7211
Si, 4.1139, 9.8559, 22.0833
Si, 4.5634, 7.1934, 20.5696
Si, 6.9561, 5.9385, 21.5924
Si, 7.3943, 8.2236, -2.4679
Si, -0.6148, 4.7207, -11.6123
Si, 8.5857, 10.2866, -11.289
Si, -0.9767, 6.0533, 17.613
Si, 1.3033, 0.5447, 15.6624
Si, -0.9648, 2.7275, -9.1301
Si, 8.4672, 5.2428, -2.2771
Si, -0.971, 6.6837, 22.2477
Si, 4.4449, 5.7512, 23.0526
Si, 7.5269, 9.7201, 15.65
Si, 2.9182, 3.0814, 22.8554
Si, -0.3385, 8.1922, 19.7706
Si, 5.7236, 7.2172, 15.3469
Si, 6.3021, 10.4435, 18.3728
Si, 3.42, 10.1611, -4.364
Si, 1.766, 8.5106, -2.1377
Si, 7.8081, 10.2872, -6.3845
Si, 3.4101, 6.8666, -9.9194
Si, 7.0277, 1.7092, -8.3991
Si, 2.4653, 1.0565, 20.6473
Si, 6.7657, 2.9661, 20.5326
Si, 3.3446, 2.9945, 16.1289
Si, -1.0288, 2.4991, 15.5323
Si, 5.77, 8.4088, -5.1309
Si, 0.6263, 3.7636, -6.7601
Si, 4.6538, 2.2476, 13.4546
Si, 2.9773, 5.4652, -7.3878
Si, 6.1761, 7.7079, -10.7662
Si, 8.9816, 3.1355, 18.3051
Si, 8.8362, 1.0889, -3.9057
Si, 6.8258, 0.5116, 22.5544
Si, 2.434, 4.9321, -11.9852
Si, 9.0495, 7.4361, -10.6744
Si, -1.2007, 9.4349, -8.6204
Si, 1.732, 2.9433, -1.9916
Si, 1.0658, 4.9301, 15.7649
Si, 2.9273, 9.7773, -11.0539
O, 2.313, 0.7049, -7.9989
O, 5.6739, 6.8095, -5.3712
O, 2.2745, 6.9754, -2.4224
O, 6.3423, 8.2393, -1.2623
O, 0.9511, 8.7277, 18.9335
O, 4.3568, 7.6455, 14.5959
O, 8.9673, 8.7422, -11.6608
O, 7.1339, 4.4208, 21.0949
O, 8.9098, 2.3895, 16.8632
O, 5.5847, 0.96, 18.0172
O, 6.8198, 8.3814, 15.076
O, 3.2183, 6.7557, -8.3183
O, 8.5259, 9.3109, -2.1344
O, 1.4951, 3.7721, 23.0905
O, 6.0594, 5.9215, 22.9519
O, 7.2574, 9.9654, 17.1932
O, 5.3138, 2.4184, -2.3432
O, 7.7207, 2.7522, 19.2332
O, 6.1174, 6.7452, 20.4681
O, 0.5409, 5.7254, 17.0966
O, 4.4153, 0.2466, -1.0606
O, 0.6362, 2.9929, -3.1648
O, 2.8696, 8.3159, -10.3787
O, 6.1533, 9.0339, -9.803
O, 8.0412, 6.7554, -2.642
O, 7.2662, 10.711, 19.6408
O, 2.5034, 9.5001, -3.2015
O, 3.7621, 9.1799, 23.4934
O, 4.4726, 2.8209, 14.9886
O, 2.8329, 10.6605, 21.5505
O, 6.0959, 8.2211, -12.3106
O, 4.4959, 0.278, -3.6699
O, 8.0965, 10.5107, 22.0224
O, -1.3877, 9.3978, 19.9634
O, -1.2471, 7.9364, -9.2389
O, -0.6233, 2.5958, 19.1452
O, 2.7932, 1.8146, -2.4457
O, 4.0119, 4.2874, -7.8127
O, 6.3589, 5.8075, 14.8367
O, 2.5101, 9.6153, -12.6059
O, -1.189, 4.829, -3.2316
O, -0.7661, 3.8265, -10.2852
O, 9.264, 4.1621, -12.7465
O, -0.8257, 0.3102, -3.17
O, 3.3207, 1.0912, 19.28
O, 8.9177, 10.4076, -9.6952
O, 7.3839, 0.6889, -7.2247
O, 4.3074, 5.5955, -3.422
O, 9.0004, 9.5223, -7.1619
O, 1.5267, 2.4855, -6.3112
O, 0.8732, 4.6429, -12.2226
O, 1.8396, 10.7685, -10.4086
O, 4.9535, 6.7437, -10.3808
O, 4.2611, 8.9912, -5.0906
O, 3.9017, 7.0753, 19.112
O, 6.2523, 2.952, -7.7139
O, 7.7346, 1.556, -2.8017
O, 9.1763, 6.8883, 16.4103
O, -0.0526, 7.5785, 21.2401
O, 7.2349, 4.222, -2.6595
O, -0.9784, 6.9885, 18.9117
O, 4.0177, 2.9912, 17.5892
O, 0.1157, 1.5395, -9.3466
O, 7.0396, 10.7169, -11.523
O, 2.3007, 1.7902, 15.9123
O, -0.4878, 5.1526, 22.1796
O, 5.2711, 2.7994, 19.9271
O, 8.2432, 0.0205, -4.9526
O, 6.5624, 8.6552, -3.7561
O, 9.1198, 9.4971, 15.5772
O, 0.1704, 8.8476, -2.3136
O, 2.5517, 0.1481, -5.4263
O, 9.3996, 2.4554, -4.5673
O, 7.006, 0.1163, 14.8249
O, 4.0593, 4.1917, 23.1176
O, 0.0834, 3.6478, 15.7646
O, -0.6272, 3.3541, -7.678
O, 3.1966, 3.5107, -12.1818
O, 6.994, 1.9484, 21.7841
O, -0.565, 2.5484, 21.8061
O, 4.3753, 10.4911, -10.963
O, -0.9182, 6.2719, -11.277
O, 8.3658, 2.255, -9.1264
O, 2.4566, 4.3962, -1.8966
O, 2.6248, 5.5849, -10.5204
O, 6.0281, 0.9036, -9.3896
O, 9.0869, 4.7204, 18.0012
O, 2.8469, 2.4421, 21.3844
O, 6.6095, 9.2107, -6.2484
O, -0.194, 1.1136, 15.3521
O, 4.5046, 8.7142, 21.0459
O, 0.4825, 8.3186, 16.2995
O, 3.264, 5.8448, -5.8357
O, 5.1581, 9.3067, 18.4918
O, 5.2937, 7.1985, 16.9027
O, 9.415, 0.4092, -12.2135
O, 7.5357, 6.8819, -10.5121
O, 5.268, 4.1874, -5.5249
O, 2.588, 4.42, 15.9711
O, 3.7904, 6.2863, 21.6579
O, 2.9612, 8.5459, 17.1882
O, 8.3548, 6.6916, 21.8011
O, 4.1122, 1.9808, -6.5037
O, 0.0835, 4.3946, -5.3853
O, 1.3209, 10.6033, 17.0664
O, 0.3171, 9.9439, -8.4475
O, 5.3698, 10.8524, 22.1434
O, 1.4805, 4.8905, -7.5347
O, 0.8911, 0.9089, 20.3554

Results
free energy: -154282.192 eV
free energy less fixed offsets of O -570.45, Si -639.56 eV per atom: -6.502 eV

Forces (eV/angstrom), in the order of the atoms: element, x, y, z
Si, 0.0839, 0.089, 0.0736
Si, -0.0255, -0.0904, -0.1898
Si, -0.0445, -0.0057, 0.1217
Si, 0.0438, 0.0348, 0.1526
Si, 0.0069, 0.0313, 0.2238
Si, -0.0198, -0.0188, 0.2428
Si, -0.0153, -0.0618, 0.1276
Si, -0.019, -0.0485, 0.1842
Si, 0.0176, -0.0485, 0.0675
Si, 0.013, -0.0671, 0.166
Si, 0.0177, -0.0229, -0.0446
Si, -0.0067, -0.0196, 0.1407
Si, -0.0148, -0.0097, 0.2155
Si, 0.0633, 0.0569, 0.2298
Si, 0.0186, 0.0277, 0.1641
Si, -0.0329, 0.0009, 0.1325
Si, -0.0306, 0.0194, -0.0309
Si, -0.0317, 0.0141, -0.075
Si, -0.0013, 0.0087, -0.0859
Si, 0.0159, -0.0177, -0.0399
Si, -0.0062, -0.0105, -0.0541
Si, 0.0139, -0.0384, -0.0443
Si, 0.0108, 0.0297, -0.0726
Si, -0.0067, 0.0019, -0.0795
Si, 0.0092, -0.0382, 0.0114
Si, -0.0189, -0.0136, -0.0201
Si, -0.0089, -0.0164, -0.0421
Si, 0.0318, -0.0319, 0.0323
Si, -0.0285, 0.0135, -0.0509
Si, -0.0311, 0.0298, 0.0186
Si, 0.0106, 0.0246, 0.0343
Si, -0.0101, -0.0036, -0.0408
Si, -0.0208, 0.0125, 0.0241
Si, -0.0107, 0.0279, 0.0439
Si, 0.0268, -0.0044, 0.0272
Si, -0.0183, -0.0218, 0.0382
Si, -0.0184, 0.0091, 0.0018
Si, 0.0046, -0.0049, 0.027
Si, -0.01, -0.0117, 0.0165
Si, 0.0393, 0.0062, 0.0162
Si, -0.003, 0.0099, -0.0081
Si, 0.0055, -0.0132, 0.005
Si, 0.0017, -0.0115, 0.01
Si, -0.02, 0.0007, -0.0079
Si, -0.0028, 0.0171, 0.0074
Si, 0.0106, 0.0238, 0.0005
Si, 0.0098, -0.0098, 0.0111
Si, 0.0181, -0.0047, 0.0011
Si, -0.0146, 0.0351, -0.0074
Si, -0.0201, 0.0102, -0.0009
Si, -0.0015, -0.0227, 0.0062
Si, 0.0277, 0.0003, 0.0106
Si, -0.014, -0.0309, -0.0045
Si, 0.0385, -0.0095, -0.0046
Si, 0.0187, 0.0328, 0.0034
Si, -0.0436, -0.0246, 0.0019
Si, 0.0077, -0.0143, -0.0096
Si, 0.0111, 0.0246, 0.0041
Si, 0.0154, -0.0089, 0.0085
Si, 0, -0.0358, 0.0097
Si, -0.0042, 0.004, -0.0016
Si, -0.0022, 0.0182, 0.0027
Si, 0.0063, -0.0012, -0.0031
Si, -0.0044, -0.0105, -0.0066
Si, -0.0004, 0.0158, -0.0168
Si, 0.0055, -0.0129, -0.04
Si, 0.0332, 0.0135, -0.0161
Si, 0.0031, 0.0116, -0.043
Si, -0.0304, -0.0399, -0.0188
Si, 0.0094, 0.0334, -0.0374
Si, -0.0027, 0.0159, -0.023
Si, 0.0012, -0.0054, -0.0067
Si, -0.0032, 0.0314, -0.0297
Si, 0.006, -0.0022, -0.0647
Si, 0.0148, 0.0225, 0.0252
Si, -0.0229, -0.0288, -0.0165
Si, 0.0403, 0.0283, 0.0599
Si, -0.016, -0.01, 0.0624
Si, -0.0328, -0.0405, -0.0394
Si, 0.012, 0.0191, -0.0369
Si, 0.0106, 0.0385, -0.0036
Si, 0.0033, -0.0091, 0.0838
Si, 0.0165, 0.0005, 0.0943
Si, -0.0103, -0.0129, 0.0348
Si, -0.0236, 0.0318, 0.0326
Si, 0.0374, -0.0181, 0.024
Si, -0.0096, -0.0219, 0.0566
Si, -0.0364, -0.0523, -0.02
Si, -0.0333, 0.0033, -0.1102
Si, -0.0246, 0.0338, -0.1016
Si, 0.0275, 0.003, -0.1573
Si, 0.0275, 0.0456, -0.1861
Si, 0.0327, 0.0366, -0.0783
Si, 0.0564, -0.0603, -0.124
Si, 0.0109, 0.05, -0.1919
Si, -0.0298, 0.0025, -0.11
Si, -0.0554, 0.0344, 0.1671
Si, 0.0141, 0.0139, 0.1882
Si, 0.0295, -0.0936, -0.1729
Si, -0.0388, 0.0213, -0.1446
Si, -0.0739, 0.0297, -0.1324
Si, 0.0111, -0.001, 0.2021
Si, 0.0328, -0.0242, 0.039
Si, -0.0019, -0.0142, -0.128
Si, 0.0251, 0.0403, -0.1425
Si, 0.0194, 0.0488, -0.1708
Si, 0.053, -0.0338, -0.1304
Si, 0.0219, -0.0307, 0.1196
Si, -0.0479, -0.0293, -0.049
Si, 0.0385, 0.031, -0.0215
Si, 0.0421, -0.0329, -0.1637
Si, -0.0129, 0.01, -0.1741
Si, 0.0075, -0.0018, 0.167
Si, -0.0574, -0.0892, 0.1469
Si, -0.0017, 0.021, -0.1816
Si, 0.0371, 0.0114, -0.1295
Si, -0.0045, 0.0373, -0.1184
Si, -0.0404, -0.0203, -0.1518
Si, -0.0527, -0.0174, -0.203
Si, 0.0003, -0.0171, -0.1214
Si, 0.0845, -0.0226, -0.1039
Si, 0.0559, 0.0129, 0.1908
Si, 0.0356, -0.004, 0.1098
Si, -0.0572, -0.0067, 0.2612
Si, 0.015, -0.0046, 0.1136
Si, -0.0019, -0.0053, 0.1928
Si, -0.0587, -0.0187, -0.1664
Si, 0.032, -0.0223, -0.1815
Si, -0.0316, 0.0152, -0.1405
Si, -0.0565, 0.0163, -0.1985
Si, 0.0127, -0.0076, 0.1937
Si, 0.0389, -0.0091, 0.2086
Si, 0.0173, -0.0609, -0.2279
Si, 0.0245, -0.0475, 0.206
Si, -0.002, 0.0506, -0.0607
Si, 0.0839, 0.0646, -0.1445
Si, 0.0368, 0.0204, 0.1882
Si, 0.1222, -0.0168, -0.2008
Si, 0.0487, 0.0315, -0.0884
Si, -0.0188, 0.0242, 0.0204
Si, -0.0538, 0.0315, 0.143
Si, 0.0219, 0.0168, 0.1445
Si, -0.092, 0.0396, -0.1443
Si, -0.012, 0.0112, -0.0314
O, -0.0355, -0.0513, -0.1466
O, 0.0038, -0.0227, -0.0827
O, -0.0258, 0.011, -0.0858
O, -0.0253, 0.046, -0.0522
O, 0.0228, -0.0096, 0.0901
O, 0.0556, -0.0393, 0.0993
O, 0.0045, -0.0085, -0.0129
O, 0.0058, 0.0386, 0.0767
O, -0.0541, -0.0311, 0.1394
O, -0.0176, 0.0143, 0.0133
O, -0.0361, 0.0149, 0.0176
O, 0.0084, 0.0644, -0.1336
O, -0.0112, 0.0207, -0.0152
O, 0.0238, 0.0399, 0.0555
O, -0.0385, -0.001, 0.0893
O, -0.0358, 0.0122, 0.1214
O, -0.023, -0.0161, -0.0546
O, -0.0838, -0.0385, 0.102
O, 0.0009, -0.0086, 0.0558
O, 0.0303, 0.0242, 0.1292
O, 0.0511, 0.0431, -0.1254
O, -0.0585, 0.0186, -0.1136
O, -0.0147, 0.0045, -0.0008
O, -0.0005, 0.0072, 0.0196
O, -0.0153, 0.013, -0.0366
O, 0.0092, -0.0162, 0.0636
O, 0.0247, 0.0651, -0.1566
O, -0.0352, -0.0444, 0.0989
O, 0.0207, 0.0416, 0.122
O, 0.0202, -0.0291, 0.0735
O, -0.0097, 0.0087, 0.1193
O, 0.0131, -0.0266, -0.1101
O, -0.0621, 0.0065, 0.0951
O, -0.0328, 0.0512, 0.0326
O, 0.0006, -0.0372, -0.0447
O, 0.0348, -0.0247, 0.0949
O, 0.0152, -0.0199, -0.0866
O, -0.0096, 0.0059, -0.0893
O, -0.0598, 0.0542, 0.0832
O, 0.0169, -0.027, 0.0545
O, 0.0255, -0.0236, -0.0836
O, 0.0097, 0.0306, -0.0377
O, 0.0169, 0.0358, 0.0983
O, 0.0179, 0.0165, -0.0923
O, -0.0214, -0.0043, 0.0704
O, -0.0047, 0.0325, -0.0533
O, -0.0179, 0.061, -0.1126
O, 0.0243, -0.0085, -0.1326
O, 0.0847, -0.036, -0.1308
O, -0.0074, -0.006, -0.052
O, -0.0055, -0.0099, 0.0115
O, 0.0011, 0.0019, -0.0497
O, 0.0063, -0.0276, -0.014
O, -0.0137, -0.0209, -0.0732
O, -0.0079, -0.0445, 0.1174
O, 0.0586, -0.0106, -0.096
O, 0.0073, -0.0468, -0.0552
O, -0.038, -0.0455, 0.1022
O, 0.0128, -0.0334, 0.1339
O, -0.0633, 0.0308, -0.1604
O, 0.0002, 0.0696, 0.1371
O, 0.0428, 0.0046, 0.1091
O, -0.0124, -0.0101, -0.0626
O, -0.0189, 0.0091, -0.0224
O, 0.0569, 0.0353, 0.1053
O, 0.0293, -0.0104, 0.0483
O, 0.014, 0.0242, 0.0821
O, -0.0452, -0.0699, -0.1456
O, -0.0415, 0.0366, -0.112
O, -0.0282, 0.0512, 0.0647
O, 0.0188, 0.0327, -0.0679
O, -0.0497, 0.0372, -0.1099
O, 0.0038, -0.0115, -0.1093
O, -0.0246, -0.0465, 0.0836
O, 0.0196, -0.0165, 0.0488
O, 0.0074, 0.0067, 0.1053
O, -0.0672, -0.0167, -0.1294
O, -0.0125, 0.002, 0.0679
O, -0.0275, -0.0132, 0.1145
O, 0.0046, 0.0411, 0.1081
O, -0.0153, 0.0288, -0.0212
O, 0.0167, 0.0098, 0.0011
O, 0.0306, -0.0037, -0.0847
O, -0.0058, 0.0245, -0.0294
O, -0.0308, -0.0283, -0.0118
O, -0.0357, -0.0364, -0.0755
O, -0.0464, -0.0367, 0.0639
O, 0.0349, 0.0733, 0.0993
O, 0.035, 0.0345, -0.111
O, 0.0046, -0.0384, 0.043
O, -0.0003, 0.0134, 0.0624
O, 0.0903, 0.0369, 0.0792
O, -0.0536, -0.0047, -0.1065
O, -0.0261, -0.0329, 0.0638
O, -0.0159, -0.0252, 0.1104
O, -0.02, 0.0026, 0.0828
O, 0.0111, -0.0327, 0.0192
O, 0.0066, -0.0429, -0.0769
O, 0.0719, 0.0025, 0.0243
O, -0.0427, -0.0338, 0.0903
O, 0.0371, -0.0289, 0.0226
O, -0.0037, 0.011, 0.0643
O, 0.0237, -0.0155, -0.046
O, 0.0336, 0.0358, -0.1473
O, 0.0125, -0.0096, 0.0931
O, 0.0052, -0.0003, -0.0265
O, -0.0287, -0.0071, 0.0245
O, -0.0101, 0.0233, -0.0815
O, 0.0213, -0.0216, 0.0623

The program warned: the cutoff lies below the one the program advises for these potential files; the forces do not sum to zero within the program's tolerance; empty levels may hold ghost states of the PAW files; the exchange-correlation potential is rough where the density is thin.
